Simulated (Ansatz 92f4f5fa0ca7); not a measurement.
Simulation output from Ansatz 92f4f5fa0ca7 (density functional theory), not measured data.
Periodic cell of 221 atoms, Si132O87H1N1, from a study of silicon, its oxide and their interface. The atomic structure is a simulated model.
Doubt: the cutoff is far below the 930 eV that the study's wrapper takes by default for these files, so forces and energies are approximate.
This geometry differs little from another in the collection (a relaxation step or a small displacement).

Settings
functional: PBE
potential files: Ansatz PAW
basis: plane waves
wave-function cutoff: 580 eV
density cutoff ratio: 5
exchange-correlation grid ratio: 1
k mesh: 1 x 1 x 1, Gamma-centred
self-consistency stop: 5e-08 eV per atom in the density residual
occupations: fixed
spin: none
net charge: 0

Cell vectors (angstrom)
a  10.938  0  0
b  0  10.938  0
c  0  0  32.2525

Atoms and the computed forces on them: element, x, y, z (angstrom), force x, y, z (eV/angstrom)
Si  0.1818  -0.1112  24.5521  0.0973  -0.1195  -0.0716
Si  5.5938  -0.2965  24.8306  0.1271  -0.0392  -0.1618
Si  2.5047  3.0593  24.5363  -0.0387  0.0482  -0.0496
Si  8.0763  2.9806  25.142  -0.0582  -0.0521  -0.2081
Si  0.0297  5.1394  24.7387  0.1333  0.0137  -0.0411
Si  5.838  5.1305  24.7286  0.0508  -0.0292  -0.2726
Si  2.4344  8.5377  24.6746  -0.0246  -0.0232  -0.1085
Si  7.9741  8.6179  24.8586  -0.1113  0.1094  -0.2088
Si  1.4009  1.4193  25.9369  -0.0365  0.0106  -0.1387
Si  6.7495  1.3405  26.1482  -0.0053  -0.0213  -0.1583
Si  4.0681  4.1524  25.9945  0.0221  0.0241  -0.0508
Si  9.6164  4.151  26.3876  -0.0458  -0.0464  -0.0646
Si  1.2743  6.8576  25.9334  -0.0302  -0.02  -0.1364
Si  6.8525  6.862  26.0397  0.0225  0.0106  -0.1201
Si  4.0346  9.5158  26.1557  -0.0289  -0.0049  -0.0638
Si  9.5798  9.7451  26.111  0.0262  -0.0198  -0.1075
Si  2.7214  0.0469  27.4361  -0.0486  0.0433  0.0074
Si  8.1804  0.06  27.5095  0.0003  0.0109  -0.0027
Si  0.058  2.6702  27.4995  0.0266  -0.0688  0.002
Si  5.3878  2.7551  27.4493  -0.0013  0.0523  0.0074
Si  2.7069  5.5352  27.3914  -0.0552  -0.0031  -0.042
Si  8.1762  5.5594  27.5265  0.0075  0.0275  0.0535
Si  -0.0368  8.2221  27.4144  -0.013  0.0105  -0.0196
Si  5.447  8.1602  27.4652  0.0456  -0.0034  0.0112
Si  4.1018  1.3673  28.8342  -0.2704  0.1119  0.0992
Si  9.5708  1.3673  28.8342  0.1306  0.0649  0.4337
Si  1.3673  4.1018  28.8342  0.3628  0.0802  -0.2339
Si  6.8362  4.1018  28.8342  -0.2861  0.0575  -0.1891
Si  4.1018  6.8362  28.8342  -0.1968  -0.188  0.0379
Si  9.5708  6.8362  28.8342  0.0763  0.5928  0.3274
Si  1.3673  9.5708  28.8342  -0.0942  0.0788  -0.4202
Si  6.8362  9.5708  28.8342  -0.0478  -0.1988  -0.1181
Si  0  0  30.2015  -0.1119  -0.097  0.0215
Si  5.469  0  30.2015  -0.0095  -0.016  -0.0568
Si  2.7345  2.7345  30.2015  0.1137  0.0606  0.0233
Si  8.2035  2.7345  30.2015  0.1265  0.0313  -0.0344
Si  0  5.469  30.2015  -0.0047  0.0023  -0.0673
Si  5.469  5.469  30.2015  -0.08  -0.1228  0.018
Si  2.7345  8.2035  30.2015  0.0447  0.0135  -0.056
Si  8.2035  8.2035  30.2015  0.1199  0.0287  0.049
Si  1.3673  1.3673  31.5687  -0.0196  0.0517  -0.0445
Si  6.8362  1.3673  31.5687  -0.019  -0.015  -0.0297
Si  4.1018  4.1018  31.5687  -0.02  -0.0419  0.0131
Si  9.5708  4.1018  31.5687  -0.0555  0.0364  -0.0078
Si  1.3673  6.8362  31.5687  0.0123  0.0127  -0.0283
Si  6.8362  6.8362  31.5687  -0.0021  0.0391  -0.0343
Si  4.1018  9.5708  31.5687  -0.017  0.0068  -0.0095
Si  9.5708  9.5708  31.5687  -0.0325  0.0336  0.0144
Si  2.7345  0  0.6835  -0.0059  0.0078  0.0283
Si  8.2035  0  0.6835  0.0481  0.0144  0.0132
Si  0  2.7345  0.6835  -0.0086  -0.0337  0.0258
Si  5.469  2.7345  0.6835  0.0522  -0.0196  0.0071
Si  2.7345  5.469  0.6835  0.0105  -0.0004  0.0027
Si  8.2035  5.469  0.6835  0.0234  -0.0384  0.036
Si  0  8.2035  0.6835  -0.0142  -0.0303  0.0016
Si  5.469  8.2035  0.6835  0.0101  -0.0185  0.0307
Si  4.1018  1.3673  2.0507  0.0053  0.0914  0.0462
Si  9.5708  1.3673  2.0507  -0.051  -0.0208  -0.0027
Si  1.3673  4.1018  2.0507  0.0733  0.019  0.0019
Si  6.8362  4.1018  2.0507  -0.0858  -0.0482  0.0253
Si  4.1018  6.8362  2.0507  -0.0961  -0.0459  0.0163
Si  9.5708  6.8362  2.0507  0.0282  0.0963  0.0396
Si  1.3673  9.5708  2.0507  -0.0347  -0.0238  0.0276
Si  6.8362  9.5708  2.0507  -0.023  0.0192  -0.0008
Si  0  0  3.418  -0.29  -0.116  -0.2153
Si  5.469  0  3.418  0.2218  -0.1569  0.1388
Si  2.7345  2.7345  3.418  0.3523  0.5384  -0.082
Si  8.2035  2.7345  3.418  0.019  -0.0394  0.1463
Si  0  5.469  3.418  0.1846  0.0538  0.3404
Si  5.469  5.469  3.418  -0.0869  -0.3607  0.0973
Si  2.7345  8.2035  3.418  -0.0619  -0.2168  -0.0639
Si  8.2035  8.2035  3.418  0.0227  -0.0793  0.1002
Si  1.3626  1.3865  4.6929  0.0512  0.0689  -0.0705
Si  6.867  1.3337  4.8162  0.036  0.0557  0.0222
Si  4.1197  4.101  4.876  -0.0695  -0.0911  0.0037
Si  9.5707  4.0996  4.8  0.0038  -0.0083  -0.0669
Si  1.397  6.8382  4.8429  0.015  -0.0454  0.0178
Si  6.8671  6.7674  4.7768  0.0606  0.0046  -0.0412
Si  4.1408  9.4997  4.7606  0.0572  -0.0048  -0.0344
Si  9.5603  9.5699  4.805  -0.0151  0.0307  0.0168
Si  2.6944  -0.0561  5.9394  -0.0659  -0.0625  0.0095
Si  8.1968  -0.01  6.2457  0.1004  -0.0212  0.0648
Si  0.0301  2.7267  6.0907  -0.0052  -0.0427  0.0362
Si  5.4946  2.6043  6.239  -0.2072  -0.0302  0.1623
Si  2.7832  5.5609  6.3299  0.1194  0.0134  0.168
Si  8.1895  5.3846  6.2229  -0.0876  0.0426  0.0862
Si  -0.0278  8.1704  6.1775  0.0183  0.0495  0.052
Si  5.4837  8.0949  6.1363  -0.0716  -0.0967  0.0793
Si  3.7375  1.3675  7.4521  -0.2078  0.3179  0.0214
Si  9.9045  1.1486  7.4448  0.0447  -0.0751  0.1085
Si  1.644  3.8065  7.4409  0.1436  -0.0409  0.239
Si  6.6456  4.1505  7.5951  0.052  -0.0497  0.0598
Si  4.5141  6.5999  7.7659  -0.0712  -0.0263  0.0419
Si  9.289  7.0616  7.4801  -0.0429  0.0126  0.2226
Si  1.1734  9.8322  7.3321  -0.0625  0.077  0.2446
Si  6.9957  9.2574  7.4473  -0.0156  -0.0174  0.2002
O  1.2321  4.1081  24.105  0.054  -0.0063  0.2265
O  6.779  9.6202  24.2194  0.0308  -0.063  0.463
O  2.9167  2.7818  7.3199  0.0994  -0.1423  0.0839
O  8.1769  8.2075  7.9433  0.0014  -0.0212  -0.2121
O  5.564  5.3231  8.0547  -0.0624  0.0787  -0.0624
O  0.0869  0.0157  7.9466  -0.0124  -0.0407  -0.2673
O  5.3478  5.5508  23.2034  -0.0276  -0.083  0.2665
O  10.5396  0.5071  23.0856  0.0558  -0.037  0.1596
O  2.1868  9.4457  8.5989  -0.166  -0.0893  -0.1606
O  1.3707  3.7936  9.0718  0.0533  0.0262  -0.2576
O  9.4806  2.0032  8.7758  -0.0181  -0.0244  -0.0517
O  7.6605  9.9482  12.1533  -0.0212  0.0141  -0.0444
O  3.396  0.8688  9.0272  0.1129  0.0259  -0.1819
N  4.2815  7.3832  9.3628  0.1239  -0.2742  -0.3186
O  7.233  3.3606  8.9421  -0.0694  0.0627  -0.174
O  9.8561  6.5156  8.9397  -0.0563  -0.0208  -0.2768
O  3.3462  2.483  23.1878  -0.1093  0.03  0.1313
O  4.6493  0.2082  23.5759  0.0031  0.0077  0.0448
O  9.196  2.4109  24.0898  -0.0243  0.0776  0.0317
O  9.7851  5.5996  23.6319  0.0623  -0.0311  0.0108
O  19.8799  8.1548  23.6002  -0.0434  0.001  0.1364
O  3.2886  7.9827  23.368  -0.0509  0.0695  0.1647
O  7.0037  3.9902  24.3699  -0.0735  0.083  0.3615
O  1.308  9.6579  24.1251  0.0359  -0.031  0.2346
Si  3.7947  6.4588  10.7807  -0.0723  -0.0837  0.1105
Si  9.1309  4.277  14.6837  0.0542  -0.0307  -0.0161
Si  7.4111  8.341  11.9853  0.1009  0.0639  0.044
Si  4.2136  1.2881  22.4323  0.0386  0.0207  0.0318
Si  17.1429  3.8584  14.351  -0.02  -0.0032  -0.0143
Si  2.7479  -0.4415  20.2016  -0.0686  -0.0421  -0.0739
Si  7.1725  4.178  19.5372  0.0728  -0.0484  0.0243
Si  14.0168  6.6629  16.5233  -0.0107  0.0534  -0.0401
Si  1.9569  4.1424  10.5579  -0.0734  0.0081  0.1622
Si  5.6945  16.2302  16.834  0.0839  -0.0671  0.0493
Si  3.7846  9.7733  17.3272  -0.0414  0.0436  0.0202
Si  10.2318  4.4259  11.728  0.0887  -0.0222  0.1181
Si  10.921  6.5303  16.1282  -0.0335  0.0834  -0.0181
Si  7.9989  1.631  14.5617  0.0723  -0.0474  -0.0241
Si  2.7954  10.443  9.7528  -0.0318  0.1182  0.0871
Si  9.0986  6.8008  22.7154  0.0807  0.0101  -0.0766
Si  11.1883  -1.1426  11.2682  -0.1513  -0.0415  0.1712
Si  3.572  -3.246  13.784  -0.015  0.0389  0.0063
Si  5.177  8.767  9.9171  0.072  0.0054  0.0924
Si  9.5746  1.7815  22.6532  -0.0626  0.0359  0.0429
Si  11.9251  -0.3994  16.6694  -0.0469  -0.0142  0.0139
Si  8.407  2.6251  9.8291  0.0264  0.0486  0.1204
Si  -0.4305  8.256  18.4635  -0.0389  0.0368  0.0351
Si  11.7455  -2.0022  14.2296  -0.021  -0.0194  0.0097
Si  4.7287  3.8811  11.7086  -0.0628  -0.0463  -0.0369
Si  6.0071  6.0913  21.811  0.0107  -0.0238  -0.1609
Si  6.4574  7.741  14.7826  0.0147  0.0066  -0.017
Si  11.5308  6.5433  20.7598  0.0586  -0.0846  -0.1465
Si  11.097  1.0951  18.9286  -0.0581  0.0498  0.0107
Si  14.2222  7.7035  21.7561  -0.0742  -0.0091  -0.2211
Si  6.9698  1.3863  20.8478  0.0228  -0.0409  -0.2001
Si  9.9513  7.1864  10.4262  0.0191  0.0586  0.2617
Si  -0.6499  3.7131  20.2782  -0.0231  0.0492  -0.1719
Si  8.4478  -0.5985  19.183  0.0074  0.0478  0.0885
Si  6.849  10.2339  16.4256  0.0514  -0.0062  0.0252
Si  8.5631  0.3307  11.8342  0.061  -0.0993  0.1244
O  13.362  8.8273  14.0239  0.0312  -0.0158  0.0067
O  7.7314  -0.7229  17.7619  -0.0377  -0.0066  -0.0603
O  6.0018  8.2016  11.1993  -0.0787  0.029  -0.148
O  1.6196  10.6041  10.8888  0.1607  0.0384  -0.214
O  4.9519  -5.6184  10.9674  0.0168  -0.0022  -0.0234
O  10.0011  7.2048  17.3145  -0.0009  -0.0389  -0.0331
O  6.25  4.9491  20.6598  -0.0441  0.0491  0.0937
O  6.6468  13.2806  13.9997  -0.0624  0.0268  -0.0094
O  3.5421  7.2315  12.2196  0.0103  -0.0448  -0.11
O  2.3585  5.7314  10.4645  0.0577  0.0009  -0.0846
O  7.5927  4.7763  14.343  -0.0548  0.0181  -0.0283
O  11.4105  -1.5694  17.6886  0.0086  -0.0249  0.0067
O  9.897  4.1856  13.2757  -0.0184  0.0059  -0.0582
O  0.6127  7.4907  19.4428  -0.0006  0.0111  0.0106
O  6.9535  2.5461  19.6678  -0.0079  -0.0237  0.0559
O  12.4345  6.2389  16.7537  0.0669  -0.0338  0.0134
O  17.2061  6.548  15.9091  0.0027  0.0078  -0.0142
O  13.0134  6.6199  21.4563  0.015  -0.0165  0.0645
O  3.2994  0.655  21.2595  0.0072  0.0367  0.0999
O  0.747  3.7337  11.5523  0.0909  0.0322  -0.132
O  7.2172  -0.1151  20.1835  0.006  -0.0021  0.035
O  8.1746  1.4263  21.9335  0.0158  -0.0301  0.0406
O  -1.6813  8.9011  19.3307  -0.0128  0.0168  -0.0138
O  2.7857  9.0525  20.9695  0.0373  0.0051  0.0568
O  12.2309  0.2136  19.7497  0.0906  -0.0455  0.0325
O  6.1132  9.5787  8.8387  0.1078  -0.0013  -0.207
O  8.5349  7.7081  11.0139  -0.0147  -0.0087  -0.0545
O  8.82  1.0177  13.2937  -0.0003  0.0134  -0.0089
O  7.4294  11.5016  15.6174  -0.0194  -0.0271  0.0332
O  5.7654  2.7108  11.3084  -0.1259  -0.3149  -0.4963
O  2.6096  -0.3311  16.5659  0.0462  0.0333  -0.0328
O  3.2347  14.3041  11.2407  -0.0297  -0.0026  -0.1017
O  -6.7794  5.6829  17.2979  -0.0117  0.002  -0.0154
O  11.1146  7.5613  14.8621  0.0032  -0.0165  -0.0038
O  4.0791  9.8101  10.5203  -0.0127  0.0485  -0.0408
O  3.4521  8.1783  17.074  -0.0068  -0.0502  0.0396
O  10.0467  5.2236  15.6574  0.0007  0.0261  0.0429
O  10.2733  2.9071  21.7064  0.0407  -0.0396  0.1025
O  5.0225  15.1691  13.2882  0.057  0.0374  0.0118
O  4.8137  7.1664  21.3187  -0.0378  0.0463  0.0676
O  11.0229  2.6949  19.2312  0.0176  -0.0574  -0.008
O  8.9623  2.7539  15.2982  -0.0062  0.0094  0.0082
O  3.707  -0.7015  18.8986  0.0151  -0.0053  0.0085
O  5.6015  1.6966  21.6757  -0.0736  0.035  0.0828
O  5.2466  10.2251  16.7582  -0.0334  0.0179  -0.0001
O  7.8903  1.363  10.7527  -0.0143  0.0524  -0.1042
O  9.6014  0.5489  19.3071  0.0113  -0.0256  0.0005
O  17.6098  4.8374  18.1009  -0.0533  0.0646  -0.0924
O  7.5688  6.5669  22.1273  0.1556  -0.0048  0.0644
O  -5.914  -2.6405  14.2121  -0.0227  -0.0131  -0.0022
O  7.349  -3.4216  13.4078  -0.0215  -0.0181  -0.0118
O  11.3639  -0.7212  15.178  0.0295  0.0005  0.0088
O  10.2429  7.0964  21.6012  -0.107  0.0272  0.092
O  9.1037  3.7666  10.7596  -0.085  -0.0705  -0.0914
O  8.8103  -6.6272  19.7976  -0.021  -0.0089  0.0296
O  0.4252  11.9256  17.3127  0.0474  -0.0127  -0.0692
O  16.5332  3.9866  15.8589  -0.0559  -0.0086  -0.0076
O  11.098  -1.7118  12.7884  -0.0129  -0.0045  -0.0808
O  11.286  4.9818  20.3942  0.0267  0.0206  0.0807
O  0.0405  8.4606  10.3352  0.0237  0.0447  -0.0827
O  10.433  6.0144  11.4367  0.0054  0.03  -0.0443
O  9.9706  -0.0824  11.1314  0.0261  0.0103  -0.0826
O  14.2259  6.5107  14.891  -0.0036  -0.0445  -0.0284
O  7.2296  8.9161  15.5732  0.0079  0.008  -0.0026
H  5.5363  2.122  10.5588  0.0679  0.3726  0.5187

Results
free energy: -133792.340 eV
free energy less fixed offsets of H -15.97, N -385.13, O -568.88, Si -635.61 eV per atom: 1.840 eV

The program warned: the cutoff lies below the one the program advises for these potential files; the forces do not sum to zero within the program's tolerance; the exchange-correlation potential is rough where the density is thin.
